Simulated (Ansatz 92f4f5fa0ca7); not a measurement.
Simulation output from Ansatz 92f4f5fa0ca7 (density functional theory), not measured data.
Periodic cell of 226 atoms, Si133O92B1, from a study of silicon, its oxide and their interface. The atomic structure is a simulated model.
Doubt: the cutoff is far below the 930 eV that the study's wrapper takes by default for these files, so forces and energies are approximate.
This geometry differs little from another in the collection (a relaxation step or a small displacement).

Settings
functional: PBE
potential files: Ansatz PAW
basis: plane waves
wave-function cutoff: 580 eV
density cutoff ratio: 5
exchange-correlation grid ratio: 1
k mesh: 1 x 1 x 1, Gamma-centred
self-consistency stop: 5e-08 eV per atom in the density residual
occupations: fixed
spin: none
net charge: -1 e, with a uniform compensating background and no finite-size correction

Cell vectors (angstrom)
a, 10.938, 0, 0
b, 0, 10.938, 0
c, 0, 0, 31.9494

Atoms and the computed forces on them: element, x, y, z (angstrom), force x, y, z (eV/angstrom)
Si, 10.6179, 0.0059, 24.4509, 0.0182, 0.0015, -0.0053
Si, 5.0806, 0.1266, 24.704, 0.0115, -0.006, 0.0135
Si, 2.8215, 2.2885, 24.5634, -0.0114, 0.0024, -0.0134
Si, 8.5559, 2.4354, 24.6017, -0.0121, 0.0108, 0.0194
Si, 10.708, 5.5929, 24.3754, -0.0006, -0.021, 0.0212
Si, 5.1461, 5.6097, 24.4774, 0.0126, 0.003, 0.0073
Si, 2.9769, 7.9433, 24.4444, -0.0046, 0.0165, 0.0297
Si, 8.4199, 7.8337, 24.4433, -0.0105, -0.0003, 0.0022
Si, 1.289, 1.1315, 25.8735, -0.0047, -0.0064, -0.0096
Si, 6.8114, 1.3284, 25.8069, 0.0058, 0, -0.0113
Si, 3.9783, 4.008, 25.7653, -0.006, 0.0094, -0.0033
Si, 9.6858, 4.0206, 25.8805, 0.0078, -0.0055, -0.0091
Si, 1.3332, 6.7921, 25.7325, 0.013, 0.0001, -0.0112
Si, 6.8002, 6.7215, 25.7665, -0.0011, -0.0013, 0.0017
Si, 3.9923, 9.4671, 25.982, 0.0026, -0.0112, -0.0136
Si, 9.4816, 9.4417, 25.8343, 0.0023, -0.0071, -0.0027
Si, 2.6315, -0.1389, 27.3275, -0.0039, -0.0001, -0.0142
Si, 8.1685, -0.0609, 27.2032, -0.0119, 0.0016, -0.0025
Si, 0.0746, 2.657, 27.2497, -0.0008, 0.0135, -0.0146
Si, 5.418, 2.7155, 27.1696, 0.0075, -0.0048, -0.0054
Si, 2.6611, 5.3908, 27.1661, -0.0026, -0.0019, -0.0068
Si, 8.1862, 5.3711, 27.1556, -0.002, 0.0027, -0.0127
Si, 0.0115, 8.1784, 27.1878, -0.008, -0.0032, -0.0064
Si, 5.5089, 8.1393, 27.2012, 0.0019, 0.0024, -0.0085
Si, 4.0287, 1.342, 28.571, -0.0046, 0.0022, 0.0066
Si, 9.597, 1.3005, 28.5844, 0.0024, -0.0015, -0.001
Si, 1.4028, 4.0193, 28.6371, -0.0037, -0.0025, 0.0046
Si, 6.8032, 4.0578, 28.544, -0.0013, 0.0025, 0.0004
Si, 4.0786, 6.7749, 28.5115, 0.002, 0.0008, -0.0078
Si, 9.5557, 6.7819, 28.5043, -0.0017, 0.0021, -0.0022
Si, 1.2713, 9.5284, 28.7023, 0.0089, 0.0037, 0.0072
Si, 6.8221, 9.5376, 28.5828, 0.0011, -0.0027, 0.0028
Si, 0.1184, 0.1352, 30.1023, -0.025, -0.0083, 0.0054
Si, 5.437, -0.015, 29.9072, 0.0029, -0.0001, -0.0004
Si, 2.6056, 2.5596, 30.0733, 0.0001, -0.007, 0.0083
Si, 8.1947, 2.7031, 29.8856, 0.0015, -0.0042, 0.0053
Si, -0.0201, 5.4294, 29.9004, 0.0059, -0.0035, -0.001
Si, 5.4355, 5.4261, 29.9057, -0.0039, -0.0039, 0.0072
Si, 2.7345, 8.1539, 29.9196, -0.0042, -0.0015, 0.0045
Si, 8.2409, 8.195, 29.8984, 0.0003, 0.0057, 0.0029
B, 1.366, 1.3702, 31.2595, 0.0309, 0.0055, -0.0022
Si, 6.8212, 1.3655, 31.262, -0.0007, 0.0002, 0.0025
Si, 4.0637, 4.0335, 31.2652, -0.0017, -0.0008, 0.001
Si, 9.5958, 4.0315, 31.2696, -0.0011, 0.0034, -0.0012
Si, 1.3545, 6.8075, 31.2753, 0.0007, 0.0005, 0.0019
Si, 6.8287, 6.8411, 31.248, 0.0038, 0.0002, -0.0015
Si, 4.0337, 9.6082, 31.2791, 0.0006, 0.0027, -0.0029
Si, 9.6013, 9.5964, 31.2767, 0.003, 0.0015, -0.0018
Si, 2.579, 0.1698, 0.5143, -0.0028, -0.0003, 0.006
Si, 8.206, 0.0136, 0.6681, 0.0038, -0.0023, -0.0014
Si, 0.1618, 2.5894, 0.5108, -0.0113, 0.0047, 0.0088
Si, 5.4754, 2.7474, 0.7018, -0.0044, 0.0025, -0.0013
Si, 2.7386, 5.4504, 0.6746, 0.0024, -0.0036, -0.0019
Si, 8.2263, 5.4713, 0.6544, -0.0025, -0.0028, 0.0007
Si, 0.0155, 8.2199, 0.701, -0.0004, 0.0033, -0.0001
Si, 5.4583, 8.2443, 0.6717, -0.0026, -0.0017, -0.0029
Si, 4.0508, 1.3709, 1.9975, -0.0031, 0.0012, -0.0029
Si, 9.6483, 1.3757, 1.9661, -0.0037, 0.0023, -0.0009
Si, 1.3387, 4.0877, 1.9881, 0.0048, -0.0006, 0.0003
Si, 6.8459, 4.1549, 2.0322, 0.0025, 0, -0.0023
Si, 4.0925, 6.8573, 2.017, -0.0053, -0.0016, 0.0005
Si, 9.5789, 6.8432, 2.0486, -0.0005, 0.0012, -0.0027
Si, 1.3879, 9.6683, 1.9954, 0.0022, 0.0013, -0.0051
Si, 6.8307, 9.6283, 2.0332, 0.0019, 0.0062, -0.0001
Si, 0.0253, 0.0415, 3.4342, 0.0017, -0.0028, 0.0062
Si, 5.4554, 0.05, 3.4033, 0.0003, 0.0012, 0.0018
Si, 2.7188, 2.7766, 3.369, 0.0014, 0.001, -0.0033
Si, 8.2873, 2.782, 3.2894, 0.0001, -0.0056, -0.0021
Si, 0.0327, 5.4927, 3.4221, 0.0008, -0.0024, 0.0046
Si, 5.4744, 5.5366, 3.4053, -0.0004, -0.0011, -0.0023
Si, 2.7387, 8.2729, 3.3457, -0.0034, 0.0067, 0.0003
Si, 8.2401, 8.29, 3.365, -0.0011, -0.0072, -0.002
Si, 1.3778, 1.4589, 4.8084, -0.0008, 0.0009, 0.0074
Si, 6.9132, 1.4808, 4.6644, 0.0056, 0.0058, -0.0082
Si, 4.0611, 4.1589, 4.7262, -0.0072, -0.0003, 0.0002
Si, 9.604, 4.0827, 4.7524, 0.0047, -0.0017, 0.0003
Si, 1.3681, 6.979, 4.7785, 0.0066, -0.0002, 0.0023
Si, 6.8409, 6.9935, 4.7094, -0.0012, 0.013, -0.0019
Si, 4.0952, 9.5812, 4.7632, 0.0001, -0.0085, -0.0016
Si, 9.6233, 9.5864, 4.8087, 0.0001, 0.0101, 0.005
Si, 2.7601, 0.0466, 6.1114, -0.0044, 0.0047, 0.0006
Si, 8.2902, 0.1311, 6.0517, 0.0061, -0.0068, 0.0128
Si, 0.0272, 2.8046, 6.2754, -0.002, -0.0064, 0.0099
Si, 5.5275, 2.8431, 6.0249, 0.0005, 0.0018, 0.0061
Si, 2.7548, 5.6095, 6.0966, -0.0028, 0.0022, 0.0046
Si, 8.2588, 5.6011, 5.9314, 0.0086, -0.0032, 0.009
Si, 0.0542, 8.3068, 6.3274, -0.0038, -0.0095, 0
Si, 5.5034, 8.3125, 6.1968, -0.0014, 0.0002, 0.0112
Si, 4.434, 1.1932, 7.2898, -0.0041, 0.009, 0.0166
Si, 9.8133, 1.1579, 7.5841, -0.0123, 0.011, -0.0142
Si, 1.1841, 4.5168, 7.4691, 0.008, -0.0049, -0.0001
Si, 6.6433, 4.5476, 7.2157, 0.0009, -0.0103, 0.0105
Si, 4.3262, 6.7129, 7.5062, -0.0091, 0.015, -0.0021
Si, 9.7372, 6.6207, 7.4678, -0.0063, 0.0073, 0.0031
Si, 1.2808, 9.9449, 7.6652, 0.007, -0.001, 0.0146
Si, 6.7235, 9.9791, 7.3808, 0.0096, -0.0105, -0.0071
O, 9.5653, 1.236, 24.0041, 0.0026, 0.0004, -0.003
O, 4.0937, 6.798, 23.9631, -0.0011, -0.0089, -0.0166
O, 4.0221, 1.2438, 24.0588, -0.0061, 0.0018, 0.0024
O, 9.5418, 6.7061, 23.9135, -0.004, 0.0059, -0.0102
O, -0.022, 5.5522, 7.9979, -0.0012, 0.0021, 0.001
O, 5.5761, 0.1388, 7.8925, -0.0067, -0.0038, -0.0045
O, 0.0645, 0.0865, 8.1186, 0.0054, -0.0016, 0.0051
O, 5.5285, 5.6114, 7.8535, 0.003, -0.0019, -0.0026
O, 7.5864, 3.9736, 8.4293, -0.0134, 0.0143, -0.02
O, 8.7381, 7.0612, 8.7391, 0.0105, -0.0107, -0.0125
O, 2.1772, 9.4614, 9.0195, -0.0151, 0.009, -0.0184
O, 8.8976, 1.6878, 8.8973, 0.0099, -0.0092, -0.0071
O, 7.6175, 9.4874, 8.6909, -0.0096, 0.0104, -0.011
O, 3.6328, 1.8441, 8.5724, 0.0083, -0.0153, -0.0192
O, 3.5939, 7.2289, 8.9269, 0.0073, -0.0136, -0.0137
O, 2.0796, 4.0312, 8.7887, -0.0119, 0.006, -0.0112
O, 8.1217, 3.4766, 23.3796, 0.0123, -0.0116, 0.0104
O, 0.4569, 4.9324, 22.9855, -0.0041, 0.0098, 0.0062
O, 1.913, 2.731, 23.2526, 0.0166, -0.0111, 0.0207
O, 5.8121, 4.9047, 23.1299, -0.01, 0.0076, 0.0105
O, 5.5374, 10.0112, 23.5203, -0.0121, 0.0109, 0.012
O, 2.4236, 8.6731, 23.0497, 0.0065, -0.0068, 0.0051
O, 0.1773, 10.0763, 23.0992, -0.0175, 0.0156, 0.02
O, 7.792, 8.5761, 23.0881, 0.0101, -0.0076, 0.0094
Si, 8.6577, 7.7005, 18.4552, 0.0001, -0.0003, 0.0101
Si, 8.7913, 6.3544, 13.6295, 0.0006, -0.0014, -0.0083
Si, 3.7973, 1.5429, 14.7183, 0.0017, -0.0023, -0.0019
Si, 2.1357, 5.7444, 17.6403, 0.0035, 0.0017, 0.0066
Si, 2.4149, 3.1433, 19.5165, 0.007, -0.0024, 0.0033
Si, 9.8149, 9.0277, 12.0707, 0.0011, 0.0021, -0.0011
Si, 1.3198, 9.4158, 22.1106, 0.0048, -0.0034, -0.0267
Si, 9.1769, 0.9635, 13.198, -0.0003, -0.0013, -0.0079
Si, 1.427, 5.0538, 13.0231, -0.0026, 0, -0.0109
Si, 1.799, 8.2543, 12.7997, -0.0043, 0.0006, -0.0001
Si, 6.6592, 9.5617, 22.453, -0.0035, 0.0007, -0.0234
Si, 4.5278, 4.6031, 15.7069, -0.001, -0.0042, 0.002
Si, 8.2122, 3.0232, 9.56, 0.0034, 0.0011, 0.0227
Si, 0.8398, 8.2479, 19.2816, -0.0013, -0.0069, -0.0002
Si, 6.9554, 1.3515, 21.101, -0.0032, 0.0003, -0.0018
Si, 8.2287, 8.3232, 9.6468, 0.0027, 0.0029, 0.0237
Si, 10.8948, 5.1988, 15.6098, -0.0012, -0.0002, 0.0024
Si, 7.5701, 9.495, 16.3203, 0.0016, 0.0037, 0.0031
Si, 9.9352, 2.0641, 20.3155, -0.0016, -0.0017, 0.0007
Si, 3.2165, 8.5155, 9.8895, 0.0074, 0.0013, 0.026
Si, 6.693, 3.3589, 17.4219, 0.001, -0.0011, 0.0033
Si, 1.1675, 0.2063, 19.8286, -0.0019, 0.0024, 0.0077
Si, 3.2438, 2.8216, 12.2761, -0.0006, 0.0013, -0.002
Si, 7.2132, 5.4006, 19.7096, -0.002, 0.0045, 0.0013
Si, 5.7527, 8.6687, 11.5293, -0.0011, 0.0032, 0.0012
Si, 5.7926, 6.0738, 13.1969, 0.0003, 0, -0.0038
Si, 4.6368, 9.712, 17.6298, 0.0004, 0.0008, 0.0039
Si, 1.0253, 3.5999, 22.2081, -0.0041, -0.0033, -0.0264
Si, 4.9003, 1.4892, 18.8136, -0.0044, 0.0008, 0.0077
Si, 3.2071, 3.0998, 9.4896, 0.006, 0.0045, 0.0239
Si, 6.4549, 10.8137, 13.7872, 0.0021, 0.0027, -0.0027
Si, 10.3526, 0.1176, 15.9734, -0.0005, -0.0029, 0.0032
Si, 5.6728, 3.6598, 11.1432, -0.0015, 0.005, 0.0004
Si, 9.8404, 3.8947, 11.8959, 0.0046, 0.0024, 0.0005
Si, 2.3475, 9.9248, 15.5377, -0.0004, 0.0036, 0.0039
Si, 6.0774, 8.1362, 19.8193, 0.0017, -0.0053, 0.0008
Si, 6.9223, 3.9695, 22.4015, 0.001, -0.0027, -0.0223
Si, 9.7564, 2.7772, 17.3788, -0.0016, -0.0017, -0.0004
O, 7.2018, 6.3765, 13.9764, -0.0025, -0.0001, 0.0033
O, 1.8803, 7.0574, 18.6873, -0.003, 0.0058, -0.0049
O, 10.2954, 4.0247, 16.522, -0.001, -0.0009, -0.0014
O, 6.1696, 9.9619, 17.0558, -0.0031, 0.0006, -0.0016
O, 10.1528, 0.7091, 14.4717, -0.0023, 0.002, -0.0011
O, 8.4438, 6.1211, 18.8798, -0.0031, -0.003, -0.0061
O, 5.1728, 0.6833, 14.424, 0.0012, -0.0004, 0.0021
O, 5.715, 2.0667, 17.5314, -0.0024, -0.0019, -0.0014
O, 8.3476, 1.949, 20.5489, -0.0048, -0.0023, -0.0048
O, 1.998, 4.2966, 18.4169, -0.001, -0.0089, -0.0003
O, 6.9751, 2.804, 10.6348, 0.0107, -0.0012, -0.0027
O, 4.8795, 2.7112, 12.2105, 0.0035, 0.0027, 0.0013
O, 6.0292, 4.3972, 16.3495, 0, -0.0011, -0.0007
O, 4.5704, 3.9356, 9.9386, -0.0098, -0.0018, -0.0031
O, 10.6918, 2.7816, 21.569, 0.0105, 0.0088, 0.006
O, 9.7286, 6.1532, 14.9669, -0.0027, 0.0013, -0.0015
O, 6.0075, 6.4996, 19.8551, -0.001, -0.0005, -0.0073
O, 4.0853, 0.1789, 18.2803, 0, 0.0031, -0.0056
O, 9.2613, 10.5498, 12.281, 0.0007, -0.0065, 0.0061
O, 2.8592, 4.3619, 12.6987, 0.004, -0.0046, 0.0069
O, 1.9109, 10.6918, 21.23, 0.0005, -0.0086, 0.0062
O, 3.9945, 2.7234, 19.4004, -0.0031, 0.0013, -0.0084
O, 0.735, 10.045, 15.9619, 0.0003, -0.001, -0.0005
O, 1.2749, 9.8046, 18.8505, -0.0001, 0.0024, -0.003
O, 1.7181, 1.6606, 19.2955, -0.0019, -0.0024, -0.0073
O, 8.9436, 10.3841, 16.4932, 0.0003, 0.0003, -0.0026
O, 4.8772, 8.5934, 18.801, 0.0046, -0.0042, -0.0009
O, 9.5689, 8.7586, 10.4821, -0.0093, -0.0046, -0.01
O, 6.7376, 4.1029, 18.8652, 0.0015, 0.0056, -0.0004
O, 2.8485, 1.7258, 13.3891, 0.0002, 0.0044, 0.0001
O, 5.8325, 8.786, 21.2797, 0.0054, 0.0104, 0.0144
O, 2.5533, 2.4608, 10.8529, 0.0008, 0.0029, -0.0115
O, 7.6062, 4.8494, 21.1919, -0.0032, -0.011, 0.0134
O, 5.2207, 7.4792, 12.5494, 0, 0.0065, 0.0022
O, 0.4332, 9.0656, 12.4922, -0.002, -0.0003, 0.007
O, 7.5859, 1.053, 13.5831, 0.0011, 0.0005, 0.0053
O, 7.1075, 9.6285, 14.7482, -0.0017, 0.0011, -0.0002
O, 8.9803, 5.0264, 12.6957, 0.0018, -0.0061, 0.0037
O, 8.0924, 8.0351, 16.9221, 0.0021, -0.0036, 0.002
O, 6.208, 2.5751, 21.8967, 0.0016, 0.0094, 0.0001
O, 2.458, 9.066, 14.1033, -0.0003, -0.0047, -0.0035
O, 0.4253, 4.4835, 11.8678, -0.0038, -0.0022, 0.0062
O, 0.807, 8.3165, 20.9484, 0.0022, 0.0078, 0.0115
O, 9.3897, 3.8289, 10.3427, -0.0107, -0.0054, -0.0091
O, 9.6573, 2.3831, 12.5314, 0.0005, 0.0065, 0.0036
O, 7.6217, 8.5722, 19.4003, -0.0053, 0.001, -0.006
O, 2.5539, 8.1714, 11.3531, 0.0104, 0.0021, -0.016
O, 3.9841, 3.0595, 15.3668, 0.0003, 0.0004, 0.0005
O, 0.8491, 4.4927, 14.4423, 0.0027, 0.0006, -0.0007
O, 10.0618, 2.9999, 18.9669, 0.0009, -0.0048, 0.0056
O, 9.1514, 7.7988, 12.943, 0.0017, 0.0061, 0.0028
O, 10.5147, 0.5415, 20.0922, -0.0013, 0.0024, -0.0066
O, 6.0423, 5.0406, 11.9377, -0.0001, -0.0095, 0.0004
O, 8.1541, 2.7559, 17.032, 0.0011, 0.0004, -0.0017
O, 3.5303, 5.4759, 16.7288, -0.0018, 0.0014, -0.0015
O, 4.664, 9.1373, 10.3854, -0.01, -0.0002, -0.0016
O, 1.5344, 6.6757, 13.1719, 0.0014, 0.0032, 0.0071
O, 4.7649, 5.4962, 14.3447, 0.0023, 0.0025, -0.0006
O, 2.0417, 3.8589, 20.9386, -0.0106, 0.0035, 0.0138
O, 10.5436, 1.4061, 16.9588, -0.0002, 0.003, -0.0023
O, 0.9435, 6.0649, 16.5668, 0.0013, 0, -0.0023
O, 7.3469, 10.9517, 21.9353, 0.0002, -0.0106, 0.0005
O, 5.9387, 0.911, 19.9186, 0.0115, 0.0005, 0.0037
O, 6.0782, 10.0239, 12.4017, -0.003, -0.0097, -0.0018
O, 2.8467, 0.549, 15.5849, 0.0008, 0.0004, -0.0006
O, 7.0562, 8.0165, 10.7614, 0.012, -0.0001, -0.0052
O, 10.2444, 8.0171, 18.6968, 0.0054, 0.0018, -0.0061
O, 3.4514, 9.2065, 16.5756, 0.0013, -0.0006, -0.0006

Results
free energy: -137022.781 eV
free energy less fixed offsets of B -154.04, O -568.88, Si -635.61 eV per atom: 4.349 eV

The program warned: the cutoff lies below the one the program advises for these potential files; the forces do not sum to zero within the program's tolerance; the exchange-correlation potential is rough where the density is thin.
